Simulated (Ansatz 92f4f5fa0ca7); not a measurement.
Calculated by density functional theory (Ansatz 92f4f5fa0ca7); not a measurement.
Periodic cell of 231 atoms, Si140O85As6, from a study of silicon, its oxide and their interface. The atomic structure is a simulated model.
Doubt: the cutoff is low for norm-conserving oxygen, so forces and energies are approximate.
Doubt: the program's own warning below bears on the result.
This geometry differs little from another in the collection (a relaxation step or a small displacement).

Settings: functional HSE06; potential files SPMS norm-conserving; basis plane waves; wave-function cutoff 800 eV; density cutoff ratio 4; exchange-correlation grid ratio 1; k mesh 1 x 1 x 1, Gamma-centred; occupations fixed; spin none; net charge 0.

Cell vectors (angstrom)
a	11.6015	0	0
b	0	10.938	0
c	0	0	32.6625

Atoms: element, x, y, z (angstrom)
Si	0.0358	-0.0661	24.1357
As	3.9301	-0.2012	23.9592
As	7.8591	-0.3075	23.9532
Si	2.0241	1.2336	24.191
Si	5.9714	1.1026	24.076
Si	9.671	1.2844	24.0964
Si	-0.2592	5.4347	24.0027
Si	3.7503	5.2916	23.6352
Si	7.8097	5.4976	23.8897
Si	1.7714	6.6898	23.8492
Si	5.744	6.7775	23.6029
As	9.5948	7.0743	23.9172
Si	1.9401	2.7473	25.9649
Si	5.8091	2.7174	25.8172
Si	9.6254	2.7188	25.9608
Si	-0.0433	4.0634	25.9253
Si	3.8658	4.1062	25.7745
Si	7.7106	4.1244	25.8631
Si	1.9219	8.0746	25.8609
Si	5.7889	8.071	25.76
Si	9.6591	8.1459	26.0201
Si	0.0058	9.4761	26.006
Si	3.87	9.4553	25.9305
Si	7.7272	9.4663	25.9854
Si	0.0009	-0.0025	27.8572
Si	3.8672	-0.0424	27.8222
Si	7.6934	-0.0214	27.8428
Si	1.9441	1.3471	27.8589
Si	5.7776	1.367	27.7982
Si	9.6387	1.3279	27.8553
Si	0.0059	5.4493	27.8429
Si	3.8848	5.435	27.7803
Si	7.7156	5.4506	27.8275
Si	1.9491	6.7915	27.8381
Si	5.7968	6.8192	27.7944
Si	9.663	6.7714	27.8918
Si	1.9336	2.7345	29.7633
Si	5.8008	2.7345	29.7633
Si	9.6679	2.7345	29.7633
Si	0	4.1018	29.7633
Si	3.8672	4.1018	29.7633
Si	7.7343	4.1018	29.7633
Si	1.9336	8.2035	29.7633
Si	5.8008	8.2035	29.7633
Si	9.6679	8.2035	29.7633
Si	0	9.5708	29.7633
Si	3.8672	9.5708	29.7633
Si	7.7343	9.5708	29.7633
Si	0	0	31.6969
Si	3.8672	0	31.6969
Si	7.7343	0	31.6969
Si	1.9336	1.3673	31.6969
Si	5.8008	1.3673	31.6969
Si	9.6679	1.3673	31.6969
Si	0	5.469	31.6969
Si	3.8672	5.469	31.6969
Si	7.7343	5.469	31.6969
Si	1.9336	6.8362	31.6969
Si	5.8008	6.8362	31.6969
Si	9.6679	6.8362	31.6969
Si	1.9336	2.7345	0.9679
Si	5.8008	2.7345	0.9679
Si	9.6679	2.7345	0.9679
Si	0	4.1018	0.9679
Si	3.8672	4.1018	0.9679
Si	7.7343	4.1018	0.9679
Si	1.9336	8.2035	0.9679
Si	5.8008	8.2035	0.9679
Si	9.6679	8.2035	0.9679
Si	0	9.5708	0.9679
Si	3.8672	9.5708	0.9679
Si	7.7343	9.5708	0.9679
Si	0.0156	0.0513	2.854
Si	3.8578	0.0416	2.8868
Si	7.7545	0.0384	2.8673
Si	1.9365	1.4281	2.9419
Si	5.8082	1.3837	2.8832
Si	9.6875	1.4172	2.9006
Si	0.0398	5.4668	2.9746
Si	3.852	5.4633	2.9043
Si	7.733	5.5286	2.8622
Si	1.9383	6.8543	2.9026
Si	5.7764	6.8247	2.8642
Si	9.7059	6.83	2.9207
Si	1.9523	2.7505	4.9463
Si	5.8401	2.7761	4.7932
Si	9.6936	2.9706	4.716
Si	0.0608	4.2223	5.056
Si	3.8915	4.1442	4.873
Si	7.7289	4.2475	4.8153
Si	1.9267	8.2378	4.8164
Si	5.7805	8.2176	4.7528
Si	9.7107	8.2186	4.8428
Si	0.0023	9.649	4.7679
Si	3.8684	9.6095	4.7999
Si	7.7494	9.4946	4.6929
Si	-0.069	0.2295	6.5906
Si	3.89	0.0139	6.7593
Si	7.87	-0.0217	6.4983
As	1.967	1.4712	7.0099
Si	5.9194	1.32	6.6651
Si	9.5464	1.5884	6.519
Si	0.0632	5.6846	7.0987
As	3.9	5.425	6.9225
Si	7.7557	5.6235	6.8049
As	2.0309	7.0725	6.9137
Si	5.7802	6.9442	6.7244
Si	9.7066	7.0326	6.9406
O	6.3005	2.3718	7.8872
O	11.1586	10.1258	7.8088
O	7.7077	4.6255	8.1195
O	9.0335	2.3721	7.9107
O	9.7046	8.0264	8.2865
O	3.8845	9.9021	8.031
O	0.0487	5.1134	8.6794
O	5.7598	8.0251	7.9832
O	8.3745	10.1831	7.9017
O	5.7638	7.8599	22.3349
O	2.5332	8.9956	18.4476
O	3.6517	4.1625	22.387
O	9.6034	2.2004	22.7264
O	2.0388	2.1491	22.8315
O	0.0062	9.8908	22.8217
O	1.6064	7.7553	22.6031
O	6.2221	1.6569	22.5319
O	-0.6512	4.4897	22.6926
Si	7.6376	-4.2929	16.6334
Si	5.0938	5.1592	12.4196
Si	1.3269	13.1712	14.7255
Si	0.0383	3.5313	17.1482
Si	4.5661	6.0666	16.795
Si	2.1176	9.8456	11.6924
Si	-0.4659	19.1232	14.7523
Si	5.6738	8.7384	20.9706
Si	9.7744	9.6395	8.5155
Si	-5.36	-0.7586	13.9437
Si	5.554	1.0291	21.1841
Si	10.2078	7.0565	12.2204
Si	-6.6901	10.7987	11.1484
Si	-1.9766	3.7134	22.1392
Si	9.9993	2.4914	19.3894
Si	-2.3557	9.64	13.0967
Si	-0.7308	0.0223	11.0895
Si	-4.8743	12.7218	15.6574
Si	6.4475	2.5998	11.215
Si	7.3179	12.016	18.6547
Si	13.1971	-0.9248	19.2741
Si	10.7276	19.4313	19.3912
Si	3.9273	8.2003	18.5617
Si	8.4016	2.8689	13.5722
Si	-0.3197	2.787	12.0883
Si	4.7243	8.8386	8.9309
Si	7.7643	8.9637	18.7594
Si	7.6616	3.0474	8.4721
Si	-3.8381	16.7865	13.6765
Si	11.9254	5.4004	10.2732
Si	1.9072	10.1763	14.7854
Si	4.4851	-2.215	15.8121
Si	-8.5927	-3.9279	10.8243
Si	10.485	6.3086	17.2266
Si	3.0187	13.7357	21.7297
Si	0.7385	8.8674	21.8246
Si	1.3177	13.0297	19.354
Si	4.1855	14.6083	15.058
O	0.8296	2.4248	13.1873
O	7.7059	9.9587	13.3289
O	-8.7684	13.7398	14.8994
O	2.1115	10.3149	13.2117
O	1.3673	11.6284	15.2388
O	-3.8315	6.7644	15.0129
O	-3.4237	2.0179	14.9369
O	4.3767	19.2708	20.0982
O	5.4911	-1.2347	10.0833
O	3.2971	9.7559	15.4782
O	11.7162	15.0319	11.2211
O	4.1051	-3.7872	15.668
O	-7.2445	4.5484	13.7156
O	-0.0334	16.0694	17.1216
O	-0.3908	8.1669	20.8993
O	8.3037	4.5272	22.6384
O	5.5602	3.932	11.4589
O	-1.728	2.954	12.9038
O	-6.0587	13.7606	15.2853
O	10.082	10.8831	12.5078
O	-7.7104	6.6157	18.1761
O	-4.6729	1.7958	17.2602
O	0.0952	9.6466	18.7905
O	7.5419	2.8738	10.0626
O	9.6362	3.606	20.5212
O	6.9072	8.3647	19.9936
O	7.2536	21.3742	18.3838
O	8.7843	1.4618	19.2064
O	-0.4344	12.546	10.9728
O	4.0759	6.139	11.6551
O	-2.568	6.0832	12.72
O	1.723	9.713	20.8592
O	5.2751	-0.5044	12.6774
O	1.9613	0.6328	19.0397
O	3.7655	7.7087	9.5763
O	5.4898	1.3421	10.8443
O	-0.2863	7.286	13.4008
O	10.8966	6.5098	10.8752
O	4.082	1.682	21.2351
O	9.8965	10.2976	9.9845
O	7.9114	4.3111	14.0846
O	1.8253	16.9413	10.3794
O	-4.2791	13.191	12.5264
O	4.8671	8.8892	17.4015
O	-1.3212	3.0774	17.9054
O	3.2932	10.7073	10.9781
O	-5.2187	6.0435	12.8613
O	-0.862	7.2718	15.982
O	6.2103	11.3231	15.0642
O	10.7703	7.1067	18.5866
O	-2.6676	16.7435	17.1584
O	12.4601	9.0064	15.114
O	5.5988	-0.5984	21.2453
O	9.454	8.4676	11.9985
O	11.3966	1.812	19.8598
O	6.1938	-4.9659	16.9447
O	1.2869	13.9042	17.9982
O	4.0009	4.6348	16.3493
O	7.7188	8.0634	17.4156
O	9.2521	-1.8497	19.3371
O	0.6701	10.1498	11.0478
O	9.9064	9.2044	14.4979
O	-5.8979	-2.0281	14.7777
O	2.1182	3.0207	20.4097
O	0.2316	3.0035	15.6396
O	2.3921	8.2517	11.6594
O	6.269	1.495	19.8185

Results
free energy: -69884.597 eV
free energy less fixed offsets of As -2657.37, O -447.96, Si -113.29 eV per atom: -3.177 eV
gap between the highest filled and lowest empty level on this k mesh: 1.518 eV

The program warned: the cutoff lies below the one the program advises for these potential files; the model core charge is not resolved on the grid; the forces do not sum to zero within the program's tolerance; the exchange-correlation potential is rough where the density is thin.
